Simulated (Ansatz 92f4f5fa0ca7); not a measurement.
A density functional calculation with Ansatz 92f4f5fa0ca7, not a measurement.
Periodic cell of 227 atoms, Si136O81N10, from a study of silicon, its oxide and their interface. The atomic structure is a simulated model.
This geometry differs little from another in the collection (a relaxation step or a small displacement).

Settings
functional: r2SCAN
potential files: Ansatz PAW
basis: plane waves
wave-function cutoff: 800 eV
density cutoff ratio: 5
exchange-correlation grid ratio: 1
k mesh: 1 x 1 x 1, shifted by 0.5 0.5 0 of a step
self-consistency stop: 1e-10 eV per atom in the density residual
occupations: fixed
spin: none
net charge: 0

Cell vectors (angstrom)
a	10.88	0	0
b	0	10.88	0
c	0	0	31.5759

Atoms and the computed forces on them: element, x, y, z (angstrom), force x, y, z (eV/angstrom)
Si	0.0191	0.2805	-0.2067	0.0206	-0.0055	-0.0674
Si	2.5276	2.8699	0.2301	0.0024	-0.005	-0.0432
Si	0.2987	5.0469	-0.0524	0.0024	0.0015	-0.0441
Si	3.0949	7.9324	0.228	-0.0026	-0.002	-0.039
Si	5.7134	-0.52	-0.2539	-0.0074	-0.0003	-0.0457
Si	8.4502	2.3128	-0.3423	-0.0129	0.013	-0.0733
Si	5.3259	5.7564	0.2241	-0.0037	-0.0013	-0.0375
Si	7.8764	8.2355	-0.2636	-0.0005	-0.003	-0.0399
Si	1.3104	1.3446	1.445	0.0029	-0.0043	0.0027
Si	4.1856	4.0082	1.3329	0.0048	0.003	0.0035
Si	1.3302	6.7287	1.2235	0.0026	0.007	0.0023
Si	4.1284	9.6409	1.3542	0.0063	0.0029	0.0051
Si	6.9023	1.1293	1.0313	-0.007	0.0057	0.0126
Si	9.4891	3.9397	1.1252	-0.0039	0.0018	0.0054
Si	7.0018	6.8093	1.3885	-0.0005	0.0034	0.0033
Si	9.5361	9.5261	0.9752	0.0019	-0.0054	0.0083
Si	-0.0872	2.7052	2.6833	0.0047	0.0068	0.001
Si	2.7233	0.0071	2.7063	-0.0015	-0.0021	0.0022
Si	-0.0726	8.1216	2.4645	-0.0017	-0.001	0.0018
Si	2.7573	5.4203	2.6433	0.002	0.0024	-0.0013
Si	5.5338	2.5218	2.5	0.0002	-0.0021	-0.0002
Si	8.275	-0.0414	2.5269	-0.0032	-0.0036	0.0032
Si	5.5119	8.1921	2.6589	-0.0005	-0.0002	-0.0028
Si	8.2582	5.3165	2.6025	-0.0016	-0.0022	0.0031
Si	1.3567	4.0632	3.9713	0.0002	-0.0009	0.005
Si	4.1247	1.3395	3.9941	0.0016	0.0011	0.0003
Si	1.3215	9.4421	3.9097	-0.0028	-0.0016	-0.0003
Si	4.1083	6.8019	3.9732	-0.0014	-0.0014	0.0021
Si	6.8222	3.9668	3.8954	-0.0012	-0.0013	-0.0008
Si	9.4941	1.3191	4.0009	-0.0016	-0.0011	0.0027
Si	6.8782	9.5359	3.9546	0.0018	0.0017	0.0027
Si	9.5551	6.7469	3.9316	0.0012	0.0024	-0.0006
Si	-0.001	-0.0528	5.2966	0.0001	-0.0001	0.0004
Si	2.7213	2.6973	5.3172	-0.0022	-0.0009	-0.0014
Si	0.0128	5.4209	5.3322	-0.0022	-0.0006	-0.0009
Si	2.7032	8.1287	5.3146	-0.0006	0.0018	0.0007
Si	5.4714	-0.0353	5.3326	-0.0014	-0.0005	-0.001
Si	8.1361	2.6734	5.3465	-0.0006	0.0008	0.0001
Si	5.4594	5.3779	5.259	0.0005	-0.0003	0.001
Si	8.1728	8.1072	5.2874	-0.0015	-0.0012	-0.0007
Si	1.3508	1.3172	6.6616	-0.0008	0.0001	0.0002
Si	4.0748	4.0751	6.6463	-0.0008	-0.0011	-0.0011
Si	1.3467	6.7775	6.6851	-0.0015	0.0001	-0.0011
Si	4.0627	9.5014	6.6738	-0.0002	-0.0008	-0.0002
Si	6.7765	1.3341	6.7049	-0.0006	-0.0002	-0.0003
Si	9.5032	4.061	6.6787	-0.0004	0.0003	0.0006
Si	6.7876	6.7582	6.6418	-0.0009	0.0005	-0.0005
Si	9.5043	9.4822	6.6442	-0.0006	0.0003	-0.0002
Si	-0.0174	2.684	8.0267	-0.0013	-0.0009	0.0005
Si	2.6915	-0.0263	8.0451	-0.0006	-0.0001	0
Si	-0.0355	8.1465	8.0066	-0.0003	-0.0003	-0.0012
Si	2.7081	5.4138	8.0146	-0.001	-0.0004	0.0001
Si	5.394	2.6996	8.0127	0.0007	0.0004	-0.0007
Si	8.1404	-0.0512	8.017	-0.0006	0.0003	-0.0006
Si	5.408	8.1104	8.019	-0.0007	0.0006	0.0001
Si	8.1326	5.4259	8.0316	0.0002	-0.0003	-0.0003
Si	1.3625	4.05	9.3766	0	0.0002	-0.0005
Si	4.0209	1.3823	9.3876	-0.0004	0.0001	-0.0001
Si	1.3013	9.4822	9.3812	-0.0002	0.0006	0.0005
Si	4.009	6.7895	9.3931	-0.0006	-0.0009	0.0004
Si	6.7387	4.0613	9.3572	-0.0014	-0.0008	-0.0004
Si	9.4906	1.3055	9.3751	0.0004	-0.0003	-0.0006
Si	6.763	9.4899	9.3779	-0.0001	-0.0013	0.0005
Si	9.4768	6.8263	9.375	-0.0001	0.0016	0.0001
Si	-0.0375	-0.0484	10.7593	-0.0012	-0.0019	-0.0004
Si	2.6788	2.7098	10.8192	-0.0015	-0.002	0.0009
Si	0.0271	5.4893	10.6603	-0.0019	-0.0011	-0.0007
Si	2.6243	8.1366	10.7774	-0.0013	0.0021	0.0005
Si	5.3711	-0.003	10.6912	0.0004	-0.0001	0.0002
Si	8.1002	2.6841	10.682	-0.0006	0.0007	-0.0018
Si	5.3242	5.3762	10.7106	0.0022	0.0014	0.0007
Si	8.1147	8.1623	10.7784	0.0009	-0.0022	0.0003
Si	1.3193	1.2946	12.1329	0.0022	-0.0009	0.0017
Si	3.995	4.1072	12.2193	-0.0008	-0.0004	0.0022
Si	1.3157	6.7432	12.2047	0.0001	0.0001	0.0029
Si	3.9364	9.6032	12.0517	-0.0034	-0.0005	0.0038
Si	6.6716	1.3805	12.0578	0.0002	-0.0031	0.0032
Si	9.5523	4.0812	11.8779	0.0013	0.0025	0.0041
Si	6.6562	6.7505	11.9996	-0.003	-0.0015	-0.001
Si	9.487	9.5263	12.18	0.0008	0.0029	0.0006
Si	-0.0385	2.775	13.3082	0	-0.0003	0.0071
Si	2.6642	0.0004	13.62	0.0001	-0.002	0.0059
Si	-0.0251	8.1083	13.5866	0.0018	0.0013	0.0068
Si	2.6227	5.4009	13.711	-0.0011	0.0011	0.0073
Si	5.3216	2.6761	13.5345	-0.0029	0.0021	0.0061
Si	8.0308	0.0879	13.4287	0.001	-0.0038	0.0051
Si	5.1779	8.1131	13.2823	0.0018	0.0023	0.0086
Si	8.0993	5.3074	13.1707	0.0008	0.0033	0.0065
Si	1.4081	3.7241	14.9316	0.0121	-0.0037	-0.0514
Si	3.8112	1.5761	15.0288	-0.0098	0.0043	-0.0557
Si	1.5149	9.2832	14.9404	0.015	-0.0091	-0.0544
Si	3.7735	7.1245	14.8863	-0.0049	0.0063	-0.0491
Si	7.0171	3.8543	14.6085	0	-0.0018	-0.0398
Si	9.218	1.7426	14.584	0.0017	-0.0028	-0.0386
Si	6.828	9.2053	14.4356	-0.0119	0.0085	-0.0465
Si	8.9938	6.9513	14.52	0.0041	-0.005	-0.0494
Si	0.7339	6.8404	19.3242	-0.0067	-0.0053	-0.0449
Si	-0.5322	10.7764	16.677	0.0102	-0.0033	-0.0639
Si	5.4966	5.5105	16.8809	-0.007	0.0084	-0.0655
Si	0.5208	14.849	20.3083	-0.0016	0.0111	-0.0497
Si	-3.6619	7.1486	22.1583	-0.0009	-0.0063	-0.0545
Si	-2.7322	6.4831	17.6094	-0.0016	0.0003	-0.0499
Si	5.6125	0.8804	17.6974	-0.0016	0.0023	-0.0692
Si	4.5592	3.4948	18.5491	0.0096	0.0051	-0.0556
Si	7.6776	9.4927	17.1544	-0.0093	0.0036	-0.0602
Si	0.5953	1.2588	21.8927	0.0065	0.0036	-0.0586
Si	-1.2706	0.5125	19.6571	-0.0004	-0.0131	-0.0581
Si	-2.3921	14.1043	20.7908	0.0027	0.0088	-0.0563
Si	2.9785	2.2166	20.5211	-0.0018	0.0079	-0.0472
Si	4.2125	6.1353	22.0868	0.017	-0.0015	-0.051
Si	4.3776	10.6514	20.3868	0.0023	0.0001	-0.06
Si	2.1151	9.6438	23.1313	0	0.0043	-0.0552
Si	-2.0312	-2.4566	19.7144	-0.0015	0.0034	-0.0611
Si	2.5831	7.1044	24.5955	0.0041	0.0087	-0.0716
Si	4.7915	11.2072	23.2514	-0.0007	-0.0058	-0.0473
Si	2.8303	8.1532	20.5843	-0.0009	-0.0037	-0.0476
Si	-1.7755	3.2623	25.539	-0.0087	0.0037	-0.0621
Si	-4.6135	5.4248	19.8996	0.0006	0.0019	-0.0727
Si	-0.0705	4.8129	17.5945	-0.0015	-0.0035	-0.064
Si	0.6625	12.4009	25.7943	-0.0037	-0.0008	-0.069
Si	3.2835	2.3623	25.0707	0.0149	-0.0091	-0.069
Si	11.8759	3.1997	28.0537	0.0002	0.0042	-0.0609
Si	-1.878	13.3871	28.3136	0.0086	-0.0065	-0.0845
Si	1.1092	8.1697	28.4196	0.011	-0.0023	-0.0484
Si	8.7163	1.577	23.245	0.0053	0.0078	-0.0665
Si	7.5543	4.3265	23.2931	-0.0051	0.0052	-0.0597
Si	-0.651	7.1548	29.5983	0.0132	0.0059	-0.0516
Si	-1.9404	0.4632	25.9466	-0.013	-0.0033	-0.0612
Si	-3.4705	9.9108	23.9105	-0.0117	-0.0095	-0.0546
Si	4.6487	3.3182	22.7224	-0.0012	0.0099	-0.0541
Si	1.1963	4.4209	25.3816	0.0056	0.0012	-0.052
Si	12.4472	0.2724	28.4792	-0.006	0.0165	-0.0687
Si	3.8477	14.4561	27.9065	-0.0085	-0.0017	-0.0597
Si	4.1638	1.3791	29.5476	-0.0073	0.0169	-0.0645
Si	14.6257	6.7506	27.4805	-0.0068	-0.0082	-0.0669
Si	5.1771	7.7644	29.783	-0.0089	-0.0089	-0.0591
O	0.8643	0.2068	29.952	-0.0179	-0.0044	0.0566
O	-1.2072	1.2719	-0.6071	0.0087	0.0032	0.047
O	10.4511	3.1337	28.8323	-0.0042	0.0014	0.0302
O	3.303	1.8382	30.8184	-0.0087	0.007	0.0415
O	-6.8228	6.6834	0.6417	0.0022	0.0018	0.0217
O	-0.3212	5.6671	30.1279	0.0051	-0.011	0.0369
O	-1.9936	11.8904	27.5261	0.002	0.012	0.0435
O	0.6205	8.1606	30.0192	-0.0049	0.0015	0.0281
O	15.8369	7.6298	28.1578	0.0103	0.0084	0.038
N	6.3497	-2.0371	30.6036	0.0101	0.0079	0.0317
O	8.057	2.6295	29.6362	-0.0054	-0.0068	0.0539
O	14.0466	11.3983	28.6018	0.0115	-0.0016	0.0295
O	8.7544	7.5865	-1.5077	-0.0184	0.0075	0.0336
O	5.5317	6.2116	30.2162	0.0047	-0.0086	0.0323
O	5.3179	11.2453	30.0049	0.0111	-0.0156	0.0373
O	-1.6191	5.2991	17.965	0.0029	-0.0044	0.0198
O	-2.7138	-0.8744	25.3877	0.0099	0.0048	0.0315
O	2.5676	2.6244	15.4498	0.0004	-0.0033	0.0298
O	7.0487	0.0896	17.5865	-0.0025	0.0045	0.0211
O	0.8197	9.9726	16.2736	-0.0154	0.0171	0.029
N	-2.7748	8.1581	18.2048	0.0061	-0.0037	0.0339
O	-0.6107	11.2972	18.1912	0.0023	0.0082	0.0485
O	2.6698	8.2186	15.4356	-0.0077	-0.0021	0.0352
O	6.4593	4.7861	15.8121	-0.0082	0.014	0.0415
O	4.7049	6.7287	16.1764	0.0157	-0.0108	0.0394
O	8.1296	2.8029	15.229	-0.003	0.0026	0.0166
O	10.202	1.211	15.7696	-0.0042	-0.006	0.0416
O	-1.8048	9.8212	16.3855	0.0011	-0.0015	0.0318
N	6.5767	5.9199	18.1996	0.0033	-0.003	0.0425
O	-0.01	0.4721	20.6356	0.0038	0.0015	0.0329
O	0.9337	-5.318	20.3551	0.0054	-0.0049	0.0214
O	4.9257	10.9882	18.927	-0.0124	-0.0071	0.0434
O	4.3303	4.4409	17.2658	-0.0028	-0.0096	0.0308
N	5.8292	6.3996	21.3877	-0.004	0.0052	0.0321
O	0.3849	4.2563	16.1351	-0.0189	0.0146	0.0496
O	1.8996	7.9556	19.2954	0.0062	0.0057	0.0227
O	-2.0957	-0.8548	19.9313	0.0015	0.0035	0.0167
O	0.7379	6.2028	17.8337	0.0033	0.009	0.0283
O	-2.3568	6.6778	16.0526	0	-0.0058	0.0531
O	-4.9306	14.9639	23.3613	0.0034	-0.0046	0.0194
O	3.1916	2.7681	19.0051	-0.0072	-0.006	0.0304
O	5.7479	2.4292	18.2009	-0.0025	0.0054	0.0233
O	1.9549	8.793	21.7682	0.0024	0.0099	0.0326
O	6.5841	9.0365	16.0507	0.0107	-0.0057	0.0463
O	5.2863	11.0408	21.6865	-0.0011	0.0036	0.0372
O	4.9365	15.4179	19.7259	0.0021	0.0009	0.0322
O	-7.5945	6.6543	20.8924	0.0031	-0.0029	0.0248
O	-0.5906	7.6923	19.6904	0.0027	0.0011	0.0219
O	-3.399	4.3761	20.2348	0.0097	-0.0153	0.0293
O	-7.2738	10.148	23.4491	0.0021	-0.0008	0.0239
O	0.3583	3.6841	18.6949	0.0061	-0.0086	0.0384
O	4.6599	0.9575	16.3436	0.0224	-0.0081	0.0538
O	1.8116	8.5355	24.3111	0.0009	-0.0097	0.0271
O	4.3878	13.4622	21.2827	0.0112	0.0047	0.0367
N	8.4735	1.7784	24.9393	0.0091	-0.0018	0.0484
O	-2.812	7.6806	20.9039	-0.012	-0.0024	0.04
O	-2.2081	1.8333	19.9277	-0.0015	0.0095	0.0209
O	-2.8485	8.1765	14.0915	0.0013	0.0022	0.0162
O	4.128	9.0672	20.3526	-0.0005	-0.0015	0.0146
O	2.5059	3.7389	24.7043	-0.0073	0.0027	0.0262
O	3.7263	6.9561	23.4178	-0.0152	0.0044	0.0392
O	4.8437	13.5811	28.8542	0.0008	-0.0151	0.0301
O	14.6184	4.6295	22.4546	-0.0024	-0.0046	0.0222
O	7.194	8.409	23.2494	0.0019	0.0174	0.0285
N	4.3256	12.8364	23.7658	-0.0071	-0.0014	0.0374
O	-8.4339	3.3935	28.7526	0.0053	-0.0026	0.0298
O	-4.8912	-0.2401	24.1686	0.0085	0.0023	0.0186
O	-0.6121	1.7652	22.8147	-0.0106	0.0014	0.0359
O	-0.948	3.9176	20.941	-0.0064	-0.0047	0.0229
N	1.4444	2.6828	21.1418	-0.0024	-0.0101	0.0259
O	2.1159	1.2369	25.1242	-0.0091	0.0026	0.0317
N	7.9882	2.8968	22.3968	0.0005	-0.0073	0.0431
O	3.9307	13.6079	26.5081	0.0032	0.0124	0.0484
O	2.9699	11.4667	20.5411	-0.0036	0.0002	0.0197
O	4.0992	5.1574	27.6654	0.0029	0.0017	0.0216
O	3.6675	-2.6513	30.268	-0.0072	0.0034	0.0324
O	19.2413	4.4022	24.693	0.0151	-0.0066	0.0377
O	7.929	5.8289	22.7835	0.0051	-0.0114	0.0228
O	1.1669	4.481	27.0124	0.0025	-0.0074	0.037
O	-0.3103	7.4001	28.0009	-0.0031	-0.0007	0.0297
O	3.5269	7.0985	25.9184	0.0091	-0.0039	0.0471
N	11.8855	1.5691	27.4656	0.0077	-0.0087	0.0488
O	12.1755	11.0194	22.8435	0.0055	-0.0066	0.0223
O	1.3429	9.6598	27.8373	-0.0005	-0.0008	0.0241
O	-0.3516	0.277	25.5664	0.0073	0.0019	0.0265
N	-0.0385	14.0045	25.2914	0.0083	-0.0022	0.0328
O	-2.6353	10.9186	22.9067	0.0019	-0.0026	0.0265
O	1.3859	5.9517	24.7872	-0.0014	-0.006	0.0225
O	2.3286	7.1579	28.1577	-0.0079	0.0097	0.0281
O	12.332	3.9365	31.1364	-0.0048	-0.003	0.029
O	8.6348	3.5027	27.0791	-0.0036	-0.0027	0.0459

Results
free energy: -137044.064 eV
free energy less fixed offsets of N -386.36, O -570.45, Si -639.56 eV per atom: 6.146 eV

The program warned: the cutoff lies below the one the program advises for these potential files; the forces do not sum to zero within the program's tolerance; empty levels may hold ghost states of the PAW files; the exchange-correlation potential is rough where the density is thin.
